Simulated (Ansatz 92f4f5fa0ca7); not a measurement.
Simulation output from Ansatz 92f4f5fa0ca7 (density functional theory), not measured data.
Periodic cell of 416 atoms, Si264O152, from a study of silicon, its oxide and their interface. The atomic structure is a simulated model.
Doubt: the cutoff is far below the 930 eV that the study's wrapper takes by default for these files, so forces and energies are approximate.
This geometry differs little from another in the collection (a relaxation step or a small displacement).

Settings
functional: PBE
potential files: Ansatz PAW
basis: plane waves
wave-function cutoff: 580 eV
density cutoff ratio: 5
exchange-correlation grid ratio: 1
k mesh: 1 x 1 x 1, Gamma-centred
self-consistency stop: 5e-08 eV per atom in the density residual
occupations: fixed
spin: none
net charge: 0

Cell vectors (angstrom)
a	15.4687	0	0
b	0	12.8259	0
c	0	0	36.8977

Atoms and the computed forces on them: element, x, y, z (angstrom), force x, y, z (eV/angstrom)
Si	-0.003	1.13	34.24	-0.004	-0.078	-0.064
Si	3.878	1.128	34.265	-0.006	-0.079	0.04
Si	7.733	1.117	34.299	0.012	-0.037	0.011
Si	11.717	1.128	34.288	-0.026	-0.028	-0.002
Si	1.905	7.61	34.187	0.018	0.013	-0.039
Si	5.793	7.591	34.205	-0.005	0.017	-0.045
Si	9.69	7.584	34.185	-0.003	0.074	-0.002
Si	13.56	7.588	34.123	0.008	0.028	-0.054
Si	1.934	5.247	34.631	-0.27	0.132	-0.33
Si	5.801	5.247	34.631	0.211	-0.089	-0.061
Si	9.668	5.247	34.631	0.057	-0.106	-0.332
Si	13.535	5.247	34.631	0.218	-0.114	-0.911
Si	0	11.66	34.631	-0.16	-0.01	0.425
Si	3.867	11.66	34.631	0.108	0.416	0.696
Si	7.734	11.66	34.631	0.064	-0.247	0.408
Si	11.602	11.66	34.631	0.104	-0.23	0.232
Si	0	4.664	35.867	0.035	0.039	-0.016
Si	3.867	4.664	35.867	0.013	-0.096	-0.058
Si	7.734	4.664	35.867	-0.027	0.077	0.041
Si	11.602	4.664	35.867	-0.034	-0.015	-0.101
Si	1.934	11.077	35.867	0.019	-0.132	-0.129
Si	5.801	11.077	35.867	-0.014	-0.079	-0.083
Si	9.668	11.077	35.867	-0.027	-0.064	-0.092
Si	13.535	11.077	35.867	-0.004	-0.208	-0.067
Si	0	2.332	36.28	-0.026	-0.002	0.001
Si	3.867	2.332	36.28	0.051	0.125	0.089
Si	7.734	2.332	36.28	-0.172	0.062	0.332
Si	11.602	2.332	36.28	0.299	0.01	0.299
Si	1.934	8.745	36.28	-0.186	-0.029	-0.026
Si	5.801	8.745	36.28	-0.003	-0.05	0.052
Si	9.668	8.745	36.28	0.149	-0.06	-0.104
Si	13.535	8.745	36.28	0.041	-0.065	-0.368
Si	1.934	1.749	0.619	-0.025	0.022	-0.055
Si	5.801	1.749	0.619	0.038	0.12	0.037
Si	9.668	1.749	0.619	-0.03	0.048	-0.06
Si	13.535	1.749	0.619	-0.058	0.147	0.075
Si	0	8.162	0.619	0.067	-0.054	-0.048
Si	3.867	8.162	0.619	0.015	-0.062	-0.044
Si	7.734	8.162	0.619	-0.006	-0.081	-0.038
Si	11.602	8.162	0.619	-0.009	-0.09	-0.071
Si	0	5.83	1.031	-0.059	0.012	0.044
Si	3.867	5.83	1.031	-0.003	0.112	0.037
Si	7.734	5.83	1.031	0.049	0.005	0.022
Si	11.602	5.83	1.031	0.027	0.059	0.067
Si	1.934	12.243	1.031	-0.009	-0.024	-0.025
Si	5.801	12.243	1.031	0.007	0.006	0.027
Si	9.668	12.243	1.031	-0.006	-0.031	-0.022
Si	13.535	12.243	1.031	-0.007	0.031	0.023
Si	1.934	5.247	2.268	-0.044	-0.005	0.101
Si	5.801	5.247	2.268	0.023	-0.085	-0.126
Si	9.668	5.247	2.268	0.056	-0.07	-0.041
Si	13.535	5.247	2.268	0.117	-0.011	0.048
Si	0	11.66	2.268	0.045	0.026	-0.162
Si	3.867	11.66	2.268	0.037	0.062	-0.033
Si	7.734	11.66	2.268	0.098	0	0.067
Si	11.602	11.66	2.268	-0.108	0.038	0.009
Si	1.934	2.915	2.68	0.028	-0.083	-0.041
Si	5.801	2.915	2.68	-0.062	-0.13	-0.05
Si	9.668	2.915	2.68	0.033	-0.123	-0.105
Si	13.535	2.915	2.68	0.063	-0.149	-0.053
Si	0	9.328	2.68	-0.075	0.107	0.113
Si	3.867	9.328	2.68	-0.033	0.11	0.117
Si	7.734	9.328	2.68	-0.01	0.203	0.11
Si	11.602	9.328	2.68	0.02	0.149	0.111
Si	-5.649	3.797	26.663	-0.199	0.07	0.162
Si	11.442	-1.181	20.67	0.045	0.004	0.021
Si	3.194	-0.326	26.403	-0.022	-0.012	-0.124
Si	5.827	-3.932	29.937	-0.044	-0.056	0.004
Si	5.755	5.553	28.968	0.05	-0.006	-0.028
Si	-0.001	9.671	22.514	-0.029	-0.011	-0.071
Si	3.566	7.535	27.108	0.068	-0.013	-0.319
Si	13.518	9.047	29.833	-0.019	0.063	0.018
Si	-1.852	0.76	25.351	-0.05	-0.081	0.028
Si	2.581	5.732	28.536	0.05	-0.028	0.187
Si	11.016	1.948	17.323	-0.039	-0.054	-0.008
Si	7.608	1.293	21.617	0.003	-0.011	0.08
Si	7.498	8.567	20.012	0.012	-0.001	-0.024
Si	7.962	14.308	30.162	0.186	0.025	-0.008
Si	0.208	9.155	25.691	0.031	0.069	0.014
Si	11.441	14.483	30.07	-0.177	-0.012	0.016
Si	2	0.791	30.816	-0.004	0.085	-0.021
Si	5.83	0.665	30.769	0.039	0.161	0.005
Si	9.755	0.437	31.242	-0.009	0.082	0.008
Si	17.458	9.406	29.824	-0.035	-0.149	0.058
Si	1.966	11.243	31.323	0.005	-0.031	0.037
Si	3.784	8.189	30.846	-0.01	-0.011	-0.012
Si	9.648	10.877	31.251	-0.038	-0.069	-0.045
Si	9.51	8.854	29.733	-0.032	-0.002	0.02
Si	-1.945	0.61	30.72	-0.042	0.136	-0.024
Si	0.078	3.935	31.008	0.024	-0.065	0.027
Si	8.5	-5.141	27.691	0.113	0.012	-0.063
Si	12.884	3.725	26.013	-0.16	0.034	0.015
Si	-3.876	3.891	31.137	-0.008	-0.018	-0.019
Si	5.619	1.196	25.466	0.064	0.118	-0.112
Si	13.722	5.621	28.249	-0.01	0.007	-0.086
Si	13.512	11.052	31.226	0.012	-0.112	-0.087
Si	3.964	2.105	30.042	-0.03	0.051	-0.082
Si	5.811	-1.771	31.179	-0.004	-0.105	-0.039
Si	5.954	-5.194	27.877	-0.051	0.011	0.101
Si	9.661	1.34	28.376	0.081	0.025	0.174
Si	4.156	3.898	28.308	-0.046	-0.033	-0.064
Si	3.978	5.989	30.374	-0.091	-0.213	-0.127
Si	11.63	5.633	29.524	0.025	-0.026	-0.063
Si	11.565	7.803	30.516	-0.029	-0.059	0.024
Si	0.311	5.754	29.487	0.052	0.019	-0.117
Si	3.908	3.989	31.541	-0.038	0.135	0.018
Si	7.844	3.678	31.325	-0.034	0.043	0.015
Si	7.858	5.449	29.887	0.003	-0.12	-0.022
Si	9.553	5.587	28.257	0.093	0.04	-0.043
Si	7.723	7.684	30.787	0.016	-0.069	0.023
Si	15.574	7.957	30.466	0.045	0.002	0.038
Si	15.507	14.436	29.778	-0.007	0.011	0.017
Si	1.863	3.929	32.639	0.01	-0.126	-0.015
Si	5.911	3.858	32.711	-0.018	-0.111	-0.034
Si	9.756	3.881	32.647	-0.005	-0.053	0
Si	13.588	3.959	32.458	-0.021	0.012	-0.011
Si	-0.003	10.637	32.547	0.034	0.067	-0.05
Si	3.902	10.682	32.569	-0.024	0.114	0.078
Si	7.707	10.56	32.567	0.027	0.018	-0.061
Si	11.603	10.52	32.566	-0.009	-0.043	-0.074
Si	1.941	1.64	33.041	0.002	-0.016	0.043
Si	5.824	1.552	33.018	-0.015	0.033	0.09
Si	9.733	1.619	33.239	0.089	-0.122	0.052
Si	13.579	1.641	32.922	0	-0.008	-0.002
Si	0.036	8.273	32.864	0.011	-0.045	-0.06
Si	3.849	8.398	33.127	-0.014	0.12	0.138
Si	7.731	8.233	33.041	-0.034	-0.037	0.048
Si	11.602	8.18	32.892	0.05	-0.044	-0.015
Si	0	2.332	3.917	-0.132	0.351	-0.072
Si	3.867	2.332	3.917	0.067	0.08	-0.463
Si	7.734	2.332	3.917	0.161	-0.237	-0.32
Si	11.602	2.332	3.917	-0.142	-0.026	-0.304
Si	1.934	8.745	3.917	0.054	0.368	0.489
Si	5.801	8.745	3.917	0.093	0.156	0.25
Si	9.668	8.745	3.917	0.038	0.238	0.384
Si	13.535	8.745	3.917	0.144	0.249	0.089
Si	1.927	6.449	4.332	-0.008	0.044	0.027
Si	5.834	6.43	4.303	-0.028	0.02	0.008
Si	9.691	6.442	4.309	0.014	0.085	0.037
Si	13.558	6.44	4.322	-0.002	-0.021	0.025
Si	0.023	12.822	4.318	0.001	-0.03	0.084
Si	3.893	12.816	4.338	0.005	-0.017	0.08
Si	7.769	12.812	4.351	-0.012	0.039	0.065
Si	11.577	12.812	4.346	0.003	-0.01	0.074
Si	0.002	6.005	5.65	0.026	0.02	0.008
Si	3.893	5.97	5.542	-0.012	0.021	-0.027
Si	7.773	5.824	5.519	0.014	-0.017	0.114
Si	11.62	5.93	5.557	0.073	0.008	-0.036
Si	1.955	12.231	5.562	0.012	-0.003	-0.012
Si	5.833	12.196	5.563	-0.009	-0.05	0.01
Si	9.676	12.192	5.663	0.025	-0.066	-0.003
Si	13.546	12.235	5.512	-0.031	-0.052	-0.069
Si	-0.046	3.657	5.9	-0.004	0.038	0.053
Si	3.859	3.641	5.84	-0.034	0.022	0.079
Si	7.788	3.514	5.915	-0.016	0.019	-0.01
Si	11.514	3.604	5.871	0.056	0.021	0.032
Si	1.983	9.928	6.102	0.018	-0.069	-0.056
Si	5.832	9.869	6.06	0.036	0.045	-0.012
Si	9.712	9.854	6.098	0.003	-0.014	0.02
Si	13.604	9.906	6.015	0.003	-0.011	0.009
Si	1.923	3.015	6.977	0.004	0.004	-0.005
Si	5.788	2.967	6.948	0.031	-0.039	0.037
Si	9.688	2.832	7.135	-0.038	-0.108	0.043
Si	15.508	-3.288	7.44	0.001	0.115	0.082
Si	-5.753	6.161	8.721	-0.057	0.032	-0.006
Si	3.945	7.044	7.677	0.028	-0.044	-0.022
Si	7.751	9.193	7.334	-0.026	0.021	0.074
Si	11.714	9.354	7.347	0.015	0.025	0.025
Si	-1.884	6.452	9.063	0.287	0.078	0.164
Si	11.392	4.097	10.666	-0.255	-0.232	-0.14
Si	4.511	10.498	15.212	-0.009	0.033	0.112
Si	11.693	6.977	7.694	-0.002	-0.01	-0.024
Si	-0.084	13.445	8.758	0	0.145	-0.116
Si	1.939	16.758	9.105	0.033	-0.198	0.024
Si	12.38	10.817	9.177	-0.146	-0.071	0.09
Si	13.429	15.959	7.058	-0.079	0.031	-0.039
Si	3.938	9.482	7.451	-0.031	0.11	0.012
Si	4.57	11.466	12.162	0.113	0.008	-0.097
Si	8.776	7.736	11.809	0.239	-0.184	0.059
Si	15.503	7.143	7.841	-0.039	-0.106	-0.101
Si	-1.936	13.671	7.359	0.063	0.114	-0.014
Si	4.357	11.114	9.362	-0.211	-0.15	0.043
Si	9.552	16.668	9.234	-0.01	-0.02	-0.01
Si	13.418	16.943	9.199	-0.087	-0.129	-0.024
Si	-4.248	-1.876	12.119	-0.037	-0.019	0.007
Si	10.533	6.447	10.881	0.107	0.013	0.254
Si	7.731	6.854	7.64	0.049	-0.016	-0.079
Si	9.695	0.554	7.737	-0.058	-0.018	0.023
Si	1.902	13.564	7.494	-0.055	0.072	0.058
Si	3.963	6.341	13.219	0.254	-0.123	-0.069
Si	11.831	13.046	8.808	-0.032	0.151	-0.057
Si	11.922	5.884	14.463	0.021	-0.051	0.048
Si	-0.261	4.523	12.309	-0.088	-0.182	-0.135
Si	3.861	2.837	10.063	-0.037	-0.023	-0.094
Si	6.067	7.142	10.927	0.045	-0.109	-0.347
Si	7.714	-0.219	14.583	0.064	0.056	0.015
Si	7.624	13.414	8.965	0.066	0.02	-0.151
Si	6.619	11.578	10.046	0.031	-0.005	0.381
Si	5.768	13.545	7.487	0.029	0.046	-0.079
Si	12.714	13.468	11.804	-0.149	0.058	-0.002
Si	1.611	-3.192	15.432	-0.025	0.014	0.101
Si	7.61	2.715	10.08	0.033	0.114	0.235
Si	1.35	6.651	16.594	-0.066	-0.008	0.069
Si	15.383	2.909	9.861	-0.037	-0.043	0.154
Si	-1.383	5.655	16.73	0.074	-0.045	0.063
Si	5.763	3.805	9.101	-0.142	-0.072	-0.035
Si	6.868	2.178	13.191	-0.014	-0.016	-0.002
Si	13.167	9.751	14.207	-0.071	-0.008	0.201
O	17.386	0.252	27.255	-0.005	0.017	0.012
O	-14.182	-7.713	26.007	-0.137	0.052	-0.021
O	10.551	5.549	17.831	-0.076	-0.011	0.024
O	4.568	13.397	26.57	-0.04	-0.073	0.05
O	-19.001	17.136	14.005	0.083	0.068	0.147
O	10.352	0.002	20.871	-0.001	-0.004	-0.007
O	7.706	21.729	24.853	-0.028	-0.002	-0.033
O	2.779	1.896	23.043	-0.001	-0.004	-0.016
O	11.496	10.517	10.576	0.07	-0.103	-0.007
O	14.048	13.332	21.109	-0.012	0.003	-0.041
O	5.301	29.118	18.855	-0.001	0.022	-0.008
O	10.236	14.511	18.728	-0.013	0.027	-0.012
O	2.908	15.105	18.65	0.027	0.019	0.031
O	19.928	20.499	17.266	0.001	-0.018	-0.001
O	7.504	6.71	11.626	-0.151	0.14	-0.052
O	-5.187	8.248	24.962	-0.013	0.004	0.032
O	15.779	9.528	24.113	-0.001	0.005	0.055
O	1.748	4.222	22.002	0.006	0.001	0.048
O	-0.02	4.201	13.866	-0.038	0.058	-0.085
O	7.118	-0.087	20.893	-0.006	-0.011	-0.004
O	-5.451	2.33	16.081	0.034	0.018	0.077
O	16.191	18.512	11.746	-0.039	0.066	0.034
O	1.228	28.238	15.609	0	0.02	-0.041
O	12.193	13.836	10.279	0.04	-0.004	-0.102
O	6.639	-0.812	18.338	0.02	-0.027	0.052
O	-4.057	16.237	26.627	0.089	0.054	-0.03
O	-1.159	9.506	26.495	0.011	0.021	-0.057
O	0.373	7.547	25.852	-0.033	-0.145	0.001
O	6.279	9.719	22.834	-0.02	-0.014	-0.028
O	3.592	5.6	23.179	-0.009	0.012	-0.057
O	2.628	2.286	12.858	-0.11	-0.047	0.1
O	8.799	8.86	10.573	-0.209	0.023	-0.071
O	-11.898	11.042	27.075	-0.016	-0.076	0.005
O	8.472	-6.424	24.505	-0.031	0.027	-0.002
O	11.31	10.755	17.13	-0.01	0.019	0.001
O	2.811	-0.274	24.779	0.014	-0.009	0.062
O	-4.795	5.421	23.368	-0.012	-0.021	-0.038
O	10.562	10.297	20.519	-0.017	-0.004	-0.01
O	18.497	-2.539	15.838	-0.001	-0.022	-0.014
O	-3.016	-1.28	21.97	-0.015	0.015	-0.013
Si	9.959	6.644	16.772	-0.005	0.015	-0.136
Si	-6.703	7.777	25.37	0.023	0.032	0.057
Si	24.651	17.88	23.896	0.044	0.053	0.113
Si	9.385	14.842	14.609	-0.04	-0.113	-0.09
Si	5.25	-5.211	15.837	-0.034	0.077	0.064
Si	2.597	8.299	21.105	-0.072	-0.061	-0.007
Si	10.717	-0.418	26.074	-0.137	0.172	0.073
Si	-0.515	1.751	20.605	0.047	0.016	-0.001
Si	5.983	25.535	17.03	0.055	-0.01	-0.029
Si	5.839	17.787	19.225	-0.01	0.032	0.002
Si	3.817	26.227	8.842	0.065	0.091	0.081
Si	-5.487	9.135	21.493	0.041	0.029	0.057
Si	11.846	17.54	18.335	0.103	-0.02	0.028
Si	19.081	19.929	18.535	-0.064	0.054	-0.058
Si	15.469	-1.108	11.604	-0.109	-0.161	0.082
Si	2.145	18.541	22.503	0.053	-0.019	-0.085
Si	1.864	1.006	18.714	-0.052	-0.07	-0.025
Si	1.531	16.376	25.627	0.22	-0.089	-0.106
Si	-7.27	12.952	24.477	-0.001	0.003	0.087
Si	4.539	3.861	26.054	0.052	-0.093	0.23
Si	2.43	0.651	12.933	0.184	-0.011	0.141
Si	5.8	18.957	8.856	0.009	0.013	-0.025
Si	5.043	5.751	23.847	-0.057	-0.079	0.125
Si	5.497	21.205	22.302	-0.061	0.04	0.03
Si	-3.176	5.344	23.44	-0.061	0.058	-0.077
Si	7.508	22.324	9.73	0.092	0.098	-0.04
Si	4.532	14.88	18.786	-0.013	-0.093	-0.067
Si	16.732	13.784	15.71	-0.137	0.086	0.106
Si	13.355	8.633	27.518	0.042	-0.003	0.12
Si	6.896	16.923	22.033	0.032	-0.049	0.04
Si	19.427	16.012	12.441	0.114	0.038	-0.225
Si	12.521	3.534	20.939	0.015	-0.002	0.052
Si	-4.112	9.362	25.449	0.013	-0.054	-0.063
Si	16.945	19.366	25.244	0.15	0.135	-0.051
Si	12.286	11.948	17.671	-0.022	-0.045	-0.033
Si	7.632	6.739	17.409	0.004	-0.036	0.07
Si	-0.757	11.62	15.928	0.062	-0.013	0.105
Si	10.256	14.36	20.349	0.055	-0.001	0.005
Si	0.562	16.876	15.366	-0.001	-0.055	0.215
Si	6.509	-1.239	19.897	-0.065	0.087	-0.085
Si	18.124	9.711	27.495	-0.165	-0.012	0.13
Si	8.953	10.014	13.824	0.018	-0.051	0.09
Si	11.041	9.433	16.218	0.014	0.076	-0.053
Si	1.555	7.083	11.708	0.173	-0.026	-0.084
Si	13.88	12.286	22.343	0.023	-0.051	0.005
Si	-2.768	21.191	22.911	-0.031	-0.045	-0.028
Si	3.883	12.606	20.561	-0.049	0.018	0.048
Si	16.938	15.646	22.794	0.047	0.004	-0.082
Si	3.51	0.512	23.497	0.069	-0.014	0.015
Si	11.653	16.022	12.841	-0.272	0.062	-0.359
Si	2.041	19.144	8.841	0.076	0.153	0.088
Si	-2.706	19.274	11.577	-0.351	0.063	-0.288
Si	0.234	9.592	12.772	0.084	0.353	0.082
Si	14.891	11.129	9.318	0.036	-0.13	-0.108
Si	-7.758	-15.71	23.605	0.049	0.02	0.07
Si	0.544	1.163	27.37	-0.079	0.144	0.258
O	-0.213	13.106	15.529	0	-0.027	-0.044
O	16.25	15.969	24.238	-0.054	0.046	0.036
O	7.254	13.063	16.085	-0.024	0.007	0.009
O	21.198	2.808	25.664	-0.008	-0.147	-0.121
O	13.716	11.209	14.703	-0.037	0.025	-0.137
O	6.76	26.223	13.511	0.013	-0.041	-0.025
O	25.586	-0.067	27.579	-0.03	-0.068	-0.033
O	7.723	23.817	14.317	0.017	-0.035	-0.072
O	1.585	-20.338	15.648	-0.033	0.015	-0.066
O	10.694	-1.993	25.662	-0.003	-0.025	0.002
O	5.92	17.388	23.222	0.02	-0.003	-0.056
O	1.3	-3.609	21.585	0.018	0.007	0.008
O	3.799	10.667	10.924	0.103	0.084	-0.145
O	12.12	-2.891	13.004	0.042	-0.013	-0.05
O	16.406	15.486	26.832	0.005	0.035	0.037
O	3.122	8.331	19.539	0.045	0.022	0.017
O	-3.225	11.94	19.29	0.021	0.032	0.032
O	7.91	2.739	14.36	-0.05	0.021	-0.016
O	9.724	13.137	25.01	0.026	-0.037	-0.064
O	15.926	1.997	21.868	0.016	0.021	0.047
O	-1.357	12.636	11.852	0.158	0.029	0.046
O	15.143	24.078	22.256	-0.005	0.018	-0.007
O	-1.663	4.301	27.23	0.07	0.039	0.123
O	3.902	8.671	22.034	0.055	-0.003	0.015
O	12.84	-8.558	22.345	0.019	-0.032	0.008
O	-11.941	-0.398	22.145	0.008	0.003	-0.029
O	8.54	34.183	13.246	0	0.045	-0.02
O	11.576	12.498	12.444	0.055	0.038	0.004
O	8.978	8.179	20.624	-0.04	-0.03	-0.03
O	19.194	4.745	12.929	-0.081	-0.013	0.054
O	20.816	28.417	13.235	-0.065	0.062	0.012
O	11.765	17.401	19.946	-0.033	-0.002	-0.027
O	-3.51	3.264	17.573	-0.005	0.032	-0.021
O	-2.312	6.122	15.488	-0.009	0.006	-0.058
O	4.968	18.178	25.448	0.033	-0.038	-0.13
O	1.667	20.889	15.855	-0.012	-0.029	-0.034
O	13.939	-9.829	20.307	-0.02	-0.007	-0.023
O	16.636	6.336	23.654	-0.054	0	0.123
O	4.49	10.745	13.606	0.015	-0.036	-0.049
O	-0.608	0.468	26.395	0.074	-0.045	-0.011
O	4.905	11.371	20.216	-0.024	0.009	0
O	-3.218	12.942	25.97	0.028	-0.014	-0.008
O	27.325	13.399	17.023	-0.019	0.032	0.004
O	22.23	7.048	16.058	0.033	-0.009	-0.007
O	2.255	6.434	17.927	0.045	-0.033	0.007
O	5.409	9.153	15.36	-0.011	-0.049	-0.016
O	4.504	19.49	14.729	-0.077	-0.031	-0.084
O	2.547	19.941	12.999	-0.137	0.059	0.007
O	1.759	0.468	17.183	0.028	-0.014	-0.005
O	9.229	0.384	14.465	0.006	0.072	0.021
O	1.251	25.575	12.037	-0.199	-0.061	-0.084
O	27.64	19.659	13.14	0.283	-0.014	0.052
O	12.787	-7.935	24.906	0.046	-0.012	0.009
O	3.854	25.744	12.381	-0.106	0.008	0.018
O	17.602	6.732	21.25	0.004	-0.01	0.038
O	16.088	21.247	11.691	-0.055	-0.084	-0.009
O	7.52	2.525	11.736	0.006	-0.02	-0.191
O	11.474	27.951	21.118	-0.023	-0.001	-0.009
O	-0.222	19.579	17.012	-0.026	-0.017	-0.039
O	14.078	8.859	22.16	0.007	-0.015	-0.025
O	-3.608	8.945	26.94	-0.094	-0.012	0.064
O	-8.512	5.405	18.113	0.009	0.014	-0.008
O	-3.033	9.006	15.459	-0.003	0.002	-0.034
O	-9.297	8.708	10.393	0.115	-0.086	0.097
O	7.331	-2.632	20.043	0.005	-0.017	-0.007
O	-5.793	23.602	12.577	0.025	0.006	-0.096
O	25.371	22.629	15.123	-0.035	0.014	-0.042
O	7.442	7.983	18.493	0.011	-0.026	0.012
O	-22.146	14.867	20.787	0.002	0.025	-0.034
O	13.696	5.101	12.011	0.068	0.272	0.176
O	-2.965	9.285	24.27	-0.007	0.061	0.011
O	22.062	4.93	20.668	-0.006	0.028	-0.034
O	5.621	7.228	23.469	-0.008	0.011	-0.008
O	-9.352	11.688	11.653	-0.063	0.013	-0.069
O	4.551	18.812	19.283	0.043	-0.051	0.017
O	13.58	32.663	27.348	0.012	0.004	0.069
O	16.945	9.792	13.815	-0.015	-0.041	-0.039
O	-2.008	28.033	25.308	0.021	0.08	-0.016
O	11.32	21.209	22.035	-0.024	0.012	-0.031
O	14.448	8.931	13.63	-0.01	-0.104	-0.069
O	-1.614	12.98	23.839	0.002	0.028	0.053
O	4.687	13.993	20.167	0.013	0.042	0.022
O	-7.071	17.249	22.613	-0.009	0.017	-0.015
O	2.956	7.208	25.545	-0.014	-0.082	0.044
O	2.216	13.167	14.535	-0.01	-0.017	-0.161
O	28.436	-6.029	23.221	0.016	-0.046	0.022
O	14.784	17.032	16.416	0.016	0.012	-0.118
O	10.499	19.066	15.238	0.027	0.03	0.045
O	5.047	13.656	23.966	-0.029	0.026	0.049
O	-4.924	-4.666	17.107	-0.025	-0.052	0.024
O	2.385	19.897	10.309	-0.149	-0.115	-0.087
O	-2.261	18.38	18.076	-0.071	-0.012	0.008
O	18.601	3.324	25.363	-0.153	0.048	-0.028
O	0.407	23.309	16.15	-0.017	-0.005	-0.025
O	17.974	12.635	19.659	0.022	0.003	0.01
O	-10.496	6.95	12.096	-0.177	0.004	0.235
O	-6.331	2.431	27.26	0.044	0.151	-0.107
O	6.547	2.521	21.77	-0.002	0.026	-0.006
O	13.847	11.674	17.301	0	0.004	0.014
O	1.364	9.952	26.497	0.098	-0.015	-0.071
O	28.275	27.674	12.689	0.16	-0.191	0.033
O	0.392	1.444	19.278	0	0.004	0.002
O	-6.409	-3.082	22.699	-0.017	-0.005	-0.045
O	-8.332	0.642	25.613	-0.034	-0.011	-0.034
O	5.115	1.189	17.508	-0.022	0.055	0.036
O	20.551	11.721	16.11	-0.036	-0.032	-0.025
O	8.135	26.615	23.107	0.012	0.023	-0.002
O	-5.179	2.47	13.346	0.049	-0.005	0.087
O	15.435	15.929	11.53	-0.009	0.06	0.089
O	6.281	-4.893	20.924	0.025	-0.021	-0.016
O	7.758	-1.4	24.204	-0.027	-0.028	-0.031
O	9.25	3.991	25.141	0.02	-0.017	-0.095

Results
free energy: -254268.402 eV
free energy less fixed offsets of O -568.88, Si -635.61 eV per atom: 2.398 eV

The program warned: the cutoff lies below the one the program advises for these potential files; the forces do not sum to zero within the program's tolerance; the exchange-correlation potential is rough where the density is thin.
